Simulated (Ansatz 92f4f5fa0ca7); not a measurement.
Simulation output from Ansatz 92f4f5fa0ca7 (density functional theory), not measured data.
Periodic cell of 286 atoms, Si144O106H32N4, with a vacuum gap, from a study of silicon, its oxide and their interface. The atomic structure is a simulated model.

Settings: functional r2SCAN; potential files Ansatz PAW; basis plane waves; wave-function cutoff 800 eV; density cutoff ratio 5; exchange-correlation grid ratio 1; k mesh 1 x 1 x 1, shifted by 0.5 0.5 0 of a step; self-consistency stop 1e-11 eV per atom in the density residual; occupations fixed; spin none; net charge 0; applied field sawtooth along c, amplitude -0.015 V/angstrom in the program's sign convention, ramp centred at 0.9897 of c and 0.0205 of c wide, no dipole correction.

Cell vectors (angstrom)
a, 10.887, 0, 0
b, 0, 10.887, 0
c, 0, 0, 48.7516

Atoms and the computed forces on them: element, x, y, z (angstrom), force x, y, z (eV/angstrom)
Si, -0.5611, 0.5603, 35.0836, 0.0088, -0.0076, -0.012
Si, 2.4125, 3.1555, 35.0108, 0.0044, -0.0072, -0.0165
Si, 0.067, 5.2681, 34.9717, -0.0045, 0.007, -0.0135
Si, 2.6731, 8.0831, 35.1815, -0.0023, -0.0049, -0.0198
Si, 5.6736, -0.1597, 35.0475, -0.0109, 0.0016, -0.0143
Si, 8.1405, 2.7017, 35.4592, 0.0041, 0.002, -0.0091
Si, 5.9283, 4.874, 35.0658, -0.0123, 0.0015, -0.0162
Si, 7.954, 8.5746, 35.0318, 0.0107, -0.001, -0.0174
Si, 1.2465, 1.5296, 36.3004, -0.0074, 0.0045, -0.0119
Si, 4.0953, 4.0946, 36.3903, -0.0005, 0.0022, -0.0104
Si, 1.2587, 6.7553, 36.4228, 0.0038, -0.0039, -0.0139
Si, 4.0319, 9.5923, 36.3387, 0.0024, -0.0018, -0.0137
Si, 6.7194, 1.2887, 36.5851, 0.004, -0.005, -0.0074
Si, 9.565, 4.156, 36.528, 0.0022, -0.0114, -0.0122
Si, 6.8468, 6.7933, 36.2049, -0.0024, 0.0024, -0.0084
Si, 9.4248, 9.7094, 36.4352, -0.0049, 0.0072, -0.0148
Si, 0.0166, 2.7834, 37.8552, 0.0038, -0.0056, 0.0028
Si, 2.6392, 0.0948, 37.6476, -0.0012, 0.0098, 0.0064
Si, -0.0689, 8.2402, 37.6949, -0.0064, -0.0107, 0.0056
Si, 2.7257, 5.4619, 37.7669, -0.0076, -0.0008, -0.0008
Si, 5.3283, 2.6935, 37.8152, -0.0142, 0.0076, 0.0151
Si, 8.1141, 0.0136, 37.9328, 0.0051, -0.0023, 0.0099
Si, 5.4206, 8.1369, 37.6362, -0.0001, 0.0055, 0.0074
Si, 8.1569, 5.5571, 37.746, 0.0004, 0.0049, 0.0144
Si, 1.4038, 4.1098, 39.1713, -0.0023, -0.0077, 0.0103
Si, 3.9888, 1.3449, 39.1387, -0.0159, -0.0191, 0.0161
Si, 1.3234, 9.5812, 39.0397, 0.0032, 0.014, 0.028
Si, 4.0822, 6.8407, 39.0851, -0.0071, -0.0271, 0.0138
Si, 6.7739, 4.1178, 39.0535, 0.0083, -0.0127, 0.0286
Si, 9.516, 1.4083, 39.1805, 0.0143, 0.0144, 0.0111
Si, 6.7415, 9.4591, 39.1234, 0.0038, 0.0061, 0.0133
Si, 9.5001, 6.8832, 39.1182, 0.0118, 0.0117, 0.0098
Si, -0.0145, 0.0133, 40.4866, 0.0018, -0.0215, 0.1902
Si, 2.7104, 2.7183, 40.5301, -0.0271, 0.0396, 0.1837
Si, -0.005, 5.4972, 40.4486, 0.0061, -0.0252, 0.1615
Si, 2.699, 8.2109, 40.4044, -0.0104, 0.0003, 0.1848
Si, 5.3881, -0.0316, 40.4495, -0.0004, 0.0331, 0.1638
Si, 8.1293, 2.7781, 40.4634, 0.0014, -0.0107, 0.172
Si, 5.4316, 5.4465, 40.4491, -0.0626, 0.0634, 0.1966
Si, 8.1258, 8.1711, 40.5079, 0.0155, -0.0223, 0.1965
Si, 1.3497, 1.3554, 41.8597, -0.0628, 0.0339, 0.4063
Si, 4.1035, 4.0756, 41.841, -0.1142, 0.0208, 0.3025
Si, 1.3659, 6.843, 41.794, -0.1013, 0.0189, 0.2262
Si, 4.0401, 9.5204, 41.818, 0.0161, 0.0444, 0.3385
Si, 6.7776, 1.3567, 41.7784, -0.0726, 0.0623, 0.1931
Si, 9.5318, 4.1085, 41.804, -0.1123, 0.1557, 0.2855
Si, 6.794, 6.7755, 41.8361, -0.0416, 0.068, 0.347
Si, 9.4999, 9.5353, 41.8418, 0.0183, 0.0773, 0.295
Si, -0.0021, 2.7418, 6.9354, 0.1208, -0.1094, -0.2877
Si, 2.7092, -0.0131, 6.9581, 0.0327, 0.014, -0.3127
Si, 0.0189, 8.1912, 6.9302, 0.0327, -0.0451, -0.2874
Si, 2.7036, 5.4383, 6.904, 0.0211, -0.1177, -0.3092
Si, 5.454, 2.6836, 6.9435, 0.0672, -0.0533, -0.2475
Si, 8.1295, 0.0211, 6.9301, 0.0092, -0.1012, -0.2313
Si, 5.3834, 8.1214, 6.9021, 0.0562, 0.0397, -0.4114
Si, 8.2028, 5.4486, 6.9365, 0.1099, -0.0964, -0.3798
Si, 1.3887, 4.0752, 8.3086, 0.0269, -0.0393, -0.1795
Si, 4.0744, 1.3259, 8.3153, -0.0109, 0.0206, -0.1674
Si, 1.3489, 9.5436, 8.3357, -0.0069, -0.0064, -0.1817
Si, 4.0145, 6.786, 8.2882, 0.0079, 0.0034, -0.1905
Si, 6.8515, 4.0558, 8.2485, -0.0307, 0.0228, -0.1774
Si, 9.5519, 1.3566, 8.2755, 0.0481, -0.0533, -0.1909
Si, 6.7387, 9.4881, 8.2204, 0.0301, -0.0121, -0.1732
Si, 9.6238, 6.775, 8.2851, -0.0047, -0.0102, -0.1797
Si, 0.0286, 0.0485, 9.709, -0.0161, 0.0017, -0.0176
Si, 2.7202, 2.688, 9.6864, 0.0014, 0.0079, -0.0159
Si, 0.1251, 5.4591, 9.7337, -0.0026, 0.0121, -0.0291
Si, 2.633, 8.1141, 9.6955, 0.0019, 0.0045, -0.0335
Si, 5.357, -0.126, 9.6504, -0.0036, -0.0073, -0.0123
Si, 8.2516, 2.7452, 9.6116, -0.0109, 0.0047, -0.0181
Si, 5.4167, 5.3835, 9.5351, 0.0136, -0.0017, -0.0073
Si, 8.1951, 8.1637, 9.4829, -0.0279, -0.004, -0.0055
Si, 1.3862, 1.4021, 11.1749, 0.0047, -0.0022, 0.0001
Si, 4.1399, 4.0293, 10.9788, -0.0016, -0.0027, -0.0052
Si, 1.4116, 6.8089, 11.2594, -0.0003, -0.0054, -0.0017
Si, 3.9106, 9.4234, 11.1109, 0.0244, -0.0016, -0.0104
Si, 6.8584, 1.2686, 10.7514, -0.0022, -0.0002, -0.0143
Si, 9.6697, 4.0666, 11.0295, -0.0178, -0.0035, -0.0134
Si, 6.8372, 6.7602, 10.7302, 0.0033, 0.0103, -0.0085
Si, 9.5093, 9.4815, 10.896, -0.0023, -0.0054, -0.0086
Si, 0.1242, 2.866, 12.6196, 0.0048, -0.0062, 0.0147
Si, 2.4691, -0.146, 12.627, -0.0033, 0.0055, 0.0127
Si, -0.2891, 8.128, 12.4646, -0.0065, 0.0079, 0.0099
Si, 3.0481, 5.438, 12.5373, 0.0048, -0.0009, 0.0147
Si, 5.4863, 2.4788, 12.1146, 0.0028, -0.001, 0.0162
Si, 8.2082, 0.0359, 12.1662, 0.0014, 0.0052, 0.0121
Si, 5.5333, 8.0511, 12.1488, 0.0002, 0.0018, 0.0114
Si, 8.1358, 5.4058, 12.1295, -0.0126, -0.0078, 0.011
Si, 1.5185, 4.4518, 13.9833, 0.0013, 0.0049, -0.0317
Si, 4.3924, 0.9139, 13.4824, -0.005, -0.0041, -0.0158
Si, 0.463, 9.7349, 14.0121, 0.011, -0.0179, -0.0206
Si, 5.0598, 6.2898, 13.6838, -0.0069, 0.0031, -0.038
Si, 6.9932, 3.7731, 13.324, -0.0056, 0.0005, -0.0129
Si, 9.4005, 1.4301, 13.6261, -0.006, 0.0044, -0.0096
Si, 6.7971, 9.5379, 13.3946, 0.0003, 0.0021, -0.0089
Si, 8.8006, 7.0418, 13.6969, -0.004, 0.0007, -0.0287
Si, 9.4541, -9.1743, 25.6875, 0.0074, -0.0008, -0.0442
Si, 10.4939, -4.4618, 27.2776, 0.0006, -0.0063, -0.0654
Si, 3.2403, 2.0398, 27.3271, -0.0105, 0.001, -0.0479
Si, -8.8767, 18.8662, 26.0412, 0.0119, -0.0045, -0.0429
Si, 12.2332, -3.7924, 15.5857, -0.0066, 0.0023, -0.0418
Si, 7.9072, 13.5, 15.9316, 0.0024, -0.0025, -0.0189
Si, 4.7595, 7.7434, 27.3365, -0.0039, 0.0087, -0.0509
Si, 18.179, -6.9352, 25.0345, -0.0028, 0.0005, -0.0404
Si, 3.2174, 13.5368, 15.9117, -0.0037, -0.0004, -0.0395
Si, 4.4269, 7.0344, 16.4625, -0.0006, -0.0043, -0.0457
Si, 28.4712, 4.5402, 20.3576, -0.0057, 0.0026, -0.0454
Si, 24.8351, -0.0367, 20.2651, 0.0064, -0.0053, -0.0421
Si, 6.0535, 0.3762, 15.7301, 0.0002, 0, -0.0334
Si, 13.318, -4.9533, 19.3585, -0.0053, -0.0014, -0.0331
Si, 22.0907, 4.8932, 23.4623, -0.0021, -0.0017, -0.0411
Si, -3.0786, -2.0434, 23.1833, 0.0035, -0.0039, -0.0424
Si, 17.1221, -33.9791, 29.4479, -0.0002, 0.0033, -0.0549
Si, 16.0665, 16.3139, 29.1004, 0.0036, -0.0117, -0.0558
Si, 2.8961, 6.4078, 23.4575, 0.012, 0.0008, -0.0454
Si, 8.599, 19.1095, 18.0855, 0.0083, 0.001, -0.038
Si, 28.39, -3.7173, 31.2606, -0.0028, 0.006, -0.0617
Si, 11.4962, 1.3349, 21.0212, 0.0032, -0.0014, -0.0367
Si, 26.4071, 4.405, 18.051, -0.0038, 0, -0.0413
Si, 3.8298, 7.8747, 21.144, -0.0004, 0.0009, -0.036
Si, -1.3841, -10.2658, 22.9562, 0.0023, 0.0015, -0.0373
Si, 2.9156, 1.6091, 22.7062, 0.0058, -0.0015, -0.0448
Si, -11.0568, 17.2144, 18.238, -0.0028, 0.003, -0.0383
Si, 7.3564, -10.5596, 27.2752, 0.0068, 0.0036, -0.044
Si, 12.8706, -1.7395, 30.3837, 0.0058, -0.004, -0.0511
Si, 3.4683, 11.2452, 17.519, 0.0054, 0.0048, -0.0414
Si, -5.2082, 9.5291, 25.1539, -0.0005, 0.0012, -0.0425
Si, 9.3659, 3.1344, 21.4354, -0.0049, -0.0007, -0.0342
Si, -6.5077, 6.4186, 33.1126, -0.013, 0.0068, -0.0555
Si, 4.9558, 4.0591, 23.0165, -0.0023, 0.003, -0.045
Si, -1.8713, -0.1298, 16.1726, 0.0023, 0.0103, -0.0385
Si, 14.7418, -10.2871, 30.0074, 0.0059, 0.005, -0.0636
Si, 0.0448, 7.13, 30.0877, -0.0017, -0.0068, -0.0625
Si, -19.0129, -15.4671, 30.7311, -0.0018, -0.0017, -0.0543
Si, -1.6197, -3.9494, 32.7626, -0.0014, 0.0003, -0.0639
Si, -1.93, 6.4923, 24.8215, 0.0005, 0.0054, -0.06
Si, 27.7198, -7.8039, 27.49, 0.0114, 0.001, -0.0503
Si, 12.2452, -0.8315, 33.2927, 0.0073, -0.0025, -0.0582
Si, 8.588, -5.2682, 16.5366, -0.0013, -0.0032, -0.0373
Si, 11.65, -7.2314, 26.2909, -0.0069, -0.002, -0.0302
Si, 14.1664, -13.1232, 18.418, 0.0044, -0.0023, -0.0386
Si, 3.6972, -20.6086, 33.1111, -0.0093, -0.0063, -0.1014
Si, 6.9545, -3.2362, 20.4868, -0.0012, -0.0001, -0.0422
Si, 13.6941, -0.1487, 25.2298, 0.0011, 0.007, -0.0452
O, -5.7895, 6.2082, 27.6823, 0.0014, -0.0088, 0.0339
O, -0.0102, -0.0777, 33.6776, -0.0149, 0.0088, 0.0244
O, 5.3497, -3.5057, 32.249, -0.0129, -0.0069, 0.0405
O, 10.2351, 4.1661, 22.3689, 0.0093, 0.0088, 0.0233
O, 15.0505, 5.3902, 23.5048, -0.0007, -0.0003, 0.0135
O, -12.6434, -4.3459, 26.425, 0.0117, 0.0007, 0.0187
O, 3.8063, 7.2187, 34.3787, -0.0067, 0.006, 0.0334
O, 8.822, -21.1399, 26.702, -0.0086, -0.0058, 0.0207
O, 3.7045, -9.6721, 31.4982, -0.0015, 0.0067, 0.0334
O, 6.7733, -1.2723, 34.5202, 0.0005, 0.0014, 0.0201
O, 10.0925, -5.0454, 33.6639, 0.0137, -0.0129, 0.0388
O, 5.5238, -2.747, 25.9715, -0.0015, -0.006, 0.033
O, 3.1723, 8.0076, 27.172, 0.0166, -0.0026, 0.0177
O, -2.9269, 7.0195, 17.1504, 0, 0.0082, 0.0139
O, 3.1335, -5.0085, 32.2401, 0.0125, -0.0006, 0.0383
O, 2.1099, 14.5469, 15.309, 0.0056, -0.0064, 0.0133
O, 1.0815, 8.6255, 15.0802, 0.007, -0.0082, 0.0152
O, 4.9916, 5.7736, 17.2884, 0.0004, -0.0084, 0.0163
O, 3.212, 17.3178, 20.6723, 0.0036, 0.0054, 0.0203
O, 2.63, 10.9708, 33.6506, 0, 0.0018, 0.0079
O, 3.2278, 4.6319, 18.8522, -0.0052, 0.003, 0.0134
O, 4.8522, 10.9495, 16.7565, -0.0086, -0.0009, 0.0213
O, 22.6063, 5.6581, 19.3344, 0.0058, -0.0037, 0.0148
O, 4.5926, 8.28, 17.5046, -0.0031, 0.0041, 0.0179
O, 7.8044, 15.0571, 16.4583, 0.0001, 0.0083, 0.0186
O, 6.74, -9.1663, 27.819, -0.0008, 0.0003, 0.026
O, 34.7838, -7.7292, 27.0006, 0.013, -0.0041, 0.0148
O, 2.5403, 1.4564, 16.7857, 0.0013, -0.0069, 0.0145
N, 5.6146, 10.7204, 14.1572, 0.0064, -0.0052, 0.0214
O, 8.5167, -11.5116, 23.0002, 0.0009, -0.0001, 0.0121
O, 24.3601, 20.7604, 17.6158, -0.0002, -0.0034, 0.019
O, 14.7453, 11.6075, 19.0601, -0.0038, -0.0023, 0.0264
O, 5.252, -13.1133, 28.5559, 0.0072, 0.0067, 0.0329
O, -3.4444, -0.4684, 15.842, -0.0006, -0.0035, 0.0103
N, 10.0806, -0.0184, 14.7472, -0.0009, 0.0029, 0.0129
O, -4.9368, 15.8047, 14.0494, -0.0006, 0.0042, 0.0048
O, 21.2425, -4.7908, 24.1297, -0.0069, 0.0048, 0.0193
O, 13.9062, 7.9167, 30.6206, 0.0006, -0.0042, 0.0232
O, 1.5046, 0.4349, 20.0279, -0.0071, 0.0064, 0.0252
O, 3.5514, 0.4623, 21.7251, 0.0052, 0.011, 0.0248
O, 0.8964, 5.8808, 14.5748, -0.0016, 0.0036, 0.0143
O, 7.8029, 8.3233, 14.0656, 0.0003, -0.0022, 0.0146
O, 29.2389, -13.2227, 19.2191, -0.0105, -0.0053, 0.0261
O, -5.4632, -13.8922, 20.9344, -0.0001, -0.0007, 0.0204
O, 13.3012, 0.9107, 24.0745, 0.004, -0.0132, 0.0321
O, 14.8922, 1.9471, 14.7046, -0.0049, 0.0043, 0.0138
O, 9.8429, 7.5259, 18.8942, -0.0016, -0.0001, 0.0085
O, 10.577, 13.3682, 26.5298, 0.0074, 0.0021, 0.0058
O, 17.333, 1.9203, 16.081, -0.0006, -0.0013, 0.0024
O, 19.0042, 3.7838, 20.6336, 0.0094, -0.0054, 0.0186
O, -1.8516, 6.1182, 15.0523, -0.0006, -0.0046, 0.0208
O, -1.132, -5.692, 17.5969, 0.0057, 0.0028, 0.0145
O, 13.6385, -0.537, 29.6663, -0.0061, -0.006, 0.0242
O, 6.239, 6.1205, 30.0936, 0.0105, 0.0137, 0.0359
O, -6.6009, 14.217, 16.9106, 0.0052, 0.0074, 0.0194
N, 19.1043, 2.6878, 14.2433, -0.0066, -0.0042, 0.0266
N, 14.2035, -1.7388, 20.084, 0.0029, -0.0012, 0.0249
O, 19.8282, 12.3789, 16.6104, 0.0017, -0.0014, 0.012
O, 30.5342, -8.9398, 22.3713, 0.0004, -0.0065, 0.0219
O, -5.1898, -17.4022, 21.6142, -0.0092, -0.0043, 0.0321
O, 8.3922, 2.7708, 25.069, 0.003, -0.0027, 0.0192
O, 13.4047, -3.6434, 18.4177, -0.0011, -0.0035, 0.0176
O, 14.5811, -5.4207, 29.7314, -0.013, 0.0092, 0.0259
O, -1.6642, 20.4373, 17.297, -0.0038, -0.0108, 0.0154
O, -19.3178, 6.8753, 24.9409, -0.0073, 0.0115, 0.0335
O, 7.8435, -4.3821, 32.0954, 0.0134, -0.0023, 0.0246
O, 21.3056, 2.3918, 20.414, -0.001, 0, 0.0326
O, 18.7575, 5.3505, 24.474, 0.0023, -0.001, 0.0144
O, 2.9118, 6.8648, 15.8885, 0.0059, -0.0004, 0.0278
O, -2.3463, -13.8258, 24.3016, 0.0042, -0.0109, 0.0207
O, 5.8657, -6.8717, 19.0437, 0.014, 0.0007, 0.0243
O, 22.2725, -14.7972, 16.9288, -0.0041, -0.004, 0.0222
O, 11.1849, 4.986, 27.0632, -0.0054, 0.0108, 0.0151
O, 12.7127, -1.4322, 25.3768, 0.002, -0.0053, 0.0184
O, 4.2594, -11.5882, 24.8402, 0.0029, -0.0013, 0.0119
O, 6.5044, -11.1799, 26.0456, 0.01, 0.0081, 0.0281
O, 1.5611, -2.1899, 34.1371, 0.0048, -0.0058, 0.0247
O, 1.269, 4.2364, 34.4842, -0.003, -0.0005, 0.0168
O, -4.819, 3.5759, 24.0729, 0.0149, -0.0013, 0.0263
O, -0.8206, -4.2784, 28.8325, 0.0027, 0.0079, 0.0462
O, -3.0623, -13.7334, 21.7897, 0.0051, 0.0083, 0.0391
O, 5.3329, -0.0744, 29.9751, -0.0069, 0.0035, 0.0213
O, 1.3511, 9.7246, 31.7404, -0.0069, 0.0071, 0.044
O, 14.4453, -9.1345, 28.9014, 0.0047, -0.0137, 0.0367
O, 16.1193, 7.1665, 15.0763, -0.0043, -0.0021, 0.0224
O, -0.7383, -3.5138, 31.4757, -0.0161, -0.0013, 0.0466
O, 12.5161, 16.485, 22.8086, -0.0026, -0.0005, 0.0207
O, -7.5459, 7.8037, 22.6934, -0.0045, -0.0085, 0.0252
O, 6.7898, 4.0895, 26.5567, -0.0084, -0.0029, 0.033
O, 7.0804, -7.1453, 34.6976, 0.0014, -0.0022, 0.0223
O, -0.1657, 0.2667, 21.9615, -0.0081, -0.0008, 0.0197
O, 11.7218, -17.8544, 24.6759, 0.0026, -0.0074, 0.0361
O, 7.1063, 6.0868, 20.1184, -0.0015, -0.0011, 0.0143
O, 10.0854, 0.9263, 24.4297, -0.0022, 0.004, 0.0303
O, 16.0045, 0.6925, 33.7474, 0.0157, -0.0102, 0.0349
O, 6.9028, -2.2492, 30.6022, 0.0046, -0.0172, 0.032
O, 22.4975, -2.363, 29.5901, 0.0036, 0.0031, 0.0247
O, 3.9418, 2.8136, 22.9105, 0.0045, 0.0004, 0.0098
O, 18.2988, 10.1755, 28.5117, -0.007, -0.0124, 0.0357
O, 17.2134, -12.5978, 23.7249, -0.0087, 0.004, 0.0268
O, 11.5212, -14.2144, 26.7573, -0.008, -0.0049, 0.0244
O, 12.0986, -4.8538, 30.3887, 0.0051, 0.0002, 0.0211
O, 3.1951, -8.2947, 33.6793, -0.0095, 0.0102, 0.0293
O, -8.0491, 11.5226, 26.6411, 0.0037, 0.0117, 0.035
O, -9.2682, 2.2146, 21.9482, 0.0059, 0.0007, 0.0171
O, 16.5112, -6.9869, 28.8441, -0.0051, 0.0136, 0.0185
O, 9.1738, 1.671, 34.6382, -0.0075, 0.0034, 0.0089
O, 8.8905, -13.6017, 33.7412, -0.0124, 0.0112, 0.0344
O, 5.2702, -16.5985, 33.6036, 0.0135, -0.0108, 0.0354
O, 4.6006, -19.1235, 26.7014, 0.0011, -0.0008, 0.0276
H, 0.5384, 2.1875, 42.7921, 0.2364, -0.3453, -0.2286
H, 2.1688, 0.5309, 42.7921, -0.3179, 0.3277, -0.2463
H, 3.2707, 4.8863, 42.7735, 0.2799, -0.2168, -0.2452
H, 4.9128, 3.2415, 42.7735, -0.2616, 0.4133, -0.2377
H, 0.5444, 7.6652, 42.7265, 0.3506, -0.2579, -0.2552
H, 2.1674, 6.0014, 42.7265, -0.1798, 0.2975, -0.3072
H, 3.2253, 10.3491, 42.7504, 0.3047, -0.3527, -0.2651
H, 4.8451, 8.6821, 42.7504, -0.267, 0.2197, -0.294
H, 5.9568, 2.1795, 42.7108, 0.287, -0.3955, -0.2553
H, 7.6044, 0.5399, 42.7108, -0.2856, 0.2975, -0.3112
H, 8.7134, 4.9337, 42.7364, 0.3786, -0.3012, -0.2278
H, 10.3495, 3.2826, 42.7364, -0.2604, 0.273, -0.3312
H, 7.64, 5.9786, 42.7685, -0.392, 0.2574, -0.252
H, 5.9531, 7.5778, 42.7685, 0.2577, -0.2508, -0.2499
H, 8.6788, 10.3578, 42.7742, 0.3493, -0.2767, -0.2276
H, 10.3399, 8.7322, 42.7742, -0.3363, 0.2406, -0.2552
H, 0.8093, 1.9097, 6.0029, -0.1861, 0.3683, 0.2388
H, -0.8198, 3.5677, 6.0029, 0.3273, -0.3328, 0.2887
H, 1.8901, 0.8114, 6.0256, 0.2216, -0.3178, 0.2809
H, 3.5241, -0.8418, 6.0256, -0.2894, 0.3252, 0.2748
H, -0.8212, 8.9943, 5.9978, 0.2257, -0.2772, 0.299
H, 0.8403, 7.369, 5.9978, -0.1788, 0.431, 0.2424
H, 1.9021, 6.2799, 5.9716, 0.1867, -0.3972, 0.2644
H, 3.5364, 4.6277, 5.9716, -0.232, 0.2752, 0.2583
H, 4.6447, 3.5177, 6.0111, 0.2085, -0.2421, 0.327
H, 6.2748, 1.8608, 6.0111, -0.476, 0.3176, 0.2266
H, 7.3027, 0.838, 5.9977, 0.4691, -0.2934, 0.2516
H, 8.9506, -0.8014, 5.9977, -0.2868, 0.2084, 0.2763
H, 6.2242, 7.3191, 5.9697, -0.3773, 0.128, 0.2553
H, 4.5784, 8.9598, 5.9697, 0.259, -0.3643, 0.2299
H, 9.0212, 4.6234, 6.0041, -0.3738, 0.3476, 0.2062
H, 7.3568, 6.2454, 6.0041, 0.3588, -0.1119, 0.313

Results
free energy: -154611.339 eV
free energy less fixed offsets of H -15.71, N -386.36, O -570.45, Si -639.56 eV per atom: 1.161 eV

The program warned: the cutoff lies below the one the program advises for these potential files; the forces do not sum to zero within the program's tolerance; empty levels may hold ghost states of the PAW files; the exchange-correlation potential is rough where the density is thin.
